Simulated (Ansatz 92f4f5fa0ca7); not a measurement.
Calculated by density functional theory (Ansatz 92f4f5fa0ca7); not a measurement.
Periodic cell of 273 atoms, Si165O106P2, from a study of silicon, its oxide and their interface. The atomic structure is a simulated model.
Doubt: the cutoff is far below the 930 eV that the study's wrapper takes by default for these files, so forces and energies are approximate.
This geometry differs little from another in the collection (a relaxation step or a small displacement).

Settings: functional PBE; potential files Ansatz PAW; basis plane waves; wave-function cutoff 580 eV; density cutoff ratio 5; exchange-correlation grid ratio 1; k mesh 1 x 1 x 1, Gamma-centred; self-consistency stop 5e-08 eV per atom in the density residual; occupations fixed; spin none; net charge 0.

Cell vectors (angstrom)
a	11.6015	0	0
b	0	13.3963	0
c	0	0	29.8085

Atoms and the computed forces on them: element, x, y, z (angstrom), force x, y, z (eV/angstrom)
Si	11.5613	0.165	22.9129	0.0195	0.0001	-0.0048
Si	3.9545	0.1476	23.054	0.0031	0.0029	-0.0018
Si	7.6815	0.047	23.1639	-0.0014	0.007	0.0012
Si	2.0656	3.4301	22.8902	0.0026	-0.0032	-0.0008
Si	5.9243	3.6867	23.0112	0.0002	-0.0007	0.0003
Si	9.7445	3.5656	23.0373	-0.0049	0.0011	0.002
Si	11.6825	6.8908	23.0739	0.0009	0.0016	0.0048
Si	3.9379	7.0081	23.1737	0.0055	-0.0066	0.0004
Si	7.7618	6.9388	23.3135	-0.001	-0.0078	-0.0009
Si	2.0768	10.2959	23.2333	0.0108	0.0119	0.0004
Si	5.7532	10.0019	23.4088	-0.0015	0.0029	-0.0044
P	9.9335	10.0217	23.5175	0.012	0.0087	-0.0135
Si	11.6748	2.3841	23.7578	-0.0031	0.0045	-0.0005
Si	4.0147	2.4066	23.7577	0.0035	-0.0004	0.0014
Si	7.8003	2.3818	23.7832	0.0003	-0.0014	-0.0012
Si	2.0188	5.688	23.7022	-0.0052	0.0024	-0.0003
Si	5.8298	5.817	24.0074	-0.0049	0.0008	-0.0026
Si	9.7375	5.7869	23.9218	0.0068	0	0
Si	11.9028	9.0643	24.0137	-0.0127	-0.008	-0.0141
Si	3.8063	9.0846	24.1863	-0.0028	-0.003	0.0018
P	7.7096	9.1119	24.0488	0.0089	0.0028	0.0122
Si	1.9431	12.5393	23.8293	-0.0066	-0.001	0.0011
Si	5.7807	12.3117	23.9569	0.0018	-0.0006	0.0009
Si	9.7295	12.3401	23.8029	-0.0109	-0.0183	-0.0016
Si	11.6445	2.2938	26.1753	-0.0004	0.0002	0.0003
Si	3.9198	2.3091	26.1732	-0.0013	-0.001	-0.0009
Si	7.7616	2.31	26.1889	-0.0011	-0.0002	-0.0003
Si	1.9768	5.6225	26.1444	-0.0011	-0.0015	0.0015
Si	5.8167	5.6575	26.3358	0.0012	0.0008	-0.001
Si	9.7145	5.6477	26.2794	-0.0068	0.0012	-0.0011
Si	11.685	8.9849	26.3341	-0.0001	0.0001	0.011
Si	3.8733	9.0082	26.4695	0.0026	-0.0017	0.0028
Si	7.7702	9.0047	26.3174	0.0013	0.0026	-0.0146
Si	1.9339	12.384	26.2197	0.0009	0	0.0001
Si	5.7986	12.331	26.3026	0.0003	-0.0048	0.0003
Si	9.6972	12.3248	26.2016	0.0057	0.0031	0.0026
Si	1.9737	1.1977	27.0184	0.002	0	0.0013
Si	5.8304	1.185	27.0257	0.0022	0.0022	-0.0011
Si	9.6958	1.1738	26.9955	-0.0021	-0.0016	0.0014
Si	11.6501	4.5088	27.0156	0.0049	-0.0005	-0.0013
Si	3.8778	4.5086	27.0368	-0.0003	0.0008	0.0004
Si	7.7627	4.5189	27.0456	0.0033	-0.0006	0.0009
Si	1.9641	7.8125	27.0794	0	0.0007	-0.0027
Si	5.8402	7.8884	27.0766	-0.0105	-0.003	0.0017
Si	9.7196	7.8818	27.0429	0.0067	-0.0038	-0.0011
Si	11.6257	11.2347	27.0415	-0.0017	0.0001	0
Si	3.8488	11.2653	27.0777	0.0013	0.0005	-0.0024
Si	7.7635	11.2406	27.0454	-0.0054	0.004	0.0004
Si	1.9336	1.1164	29.4135	0.0618	0.201	-0.1524
Si	5.8008	1.1164	29.4135	0.0592	0.145	-0.1266
Si	9.6679	1.1164	29.4135	0.0889	0.0794	-0.2414
Si	0	4.4654	29.4135	0.1421	0.0507	-0.1158
Si	3.8672	4.4654	29.4135	-0.0663	0.0361	-0.1184
Si	7.7343	4.4654	29.4135	0.0996	0.0284	0.0009
Si	1.9336	7.8145	29.4135	-0.0064	-0.1866	0.2999
Si	5.8008	7.8145	29.4135	0.127	0.0546	0.3385
Si	9.6679	7.8145	29.4135	0.0309	0.0984	-0.0549
Si	0	11.1635	29.4135	0.0197	0.1456	-0.0476
Si	3.8672	11.1635	29.4135	-0.1009	0.2581	0.265
Si	7.7343	11.1635	29.4135	0.075	0.0924	-0.0546
Si	0	0	0.3944	-0.0828	-0.1265	-0.1617
Si	3.8672	0	0.3944	0.0355	-0.1734	0.3029
Si	7.7343	0	0.3944	-0.2176	-0.2039	0.0255
Si	1.9336	3.3491	0.3944	0.1089	-0.1646	-0.0806
Si	5.8008	3.3491	0.3944	-0.1302	-0.1265	0.2172
Si	9.6679	3.3491	0.3944	-0.201	0.0041	-0.0388
Si	0	6.6981	0.3944	-0.1123	-0.0178	-0.0044
Si	3.8672	6.6981	0.3944	-0.0143	-0.1386	-0.1427
Si	7.7343	6.6981	0.3944	0.0228	-0.045	0.0663
Si	1.9336	10.0472	0.3944	-0.0453	0.0114	-0.1205
Si	5.8008	10.0472	0.3944	0.106	0.119	0.0347
Si	9.6679	10.0472	0.3944	0.0031	-0.1269	-0.0902
Si	11.5481	-0.0476	2.7459	0.0003	-0.0005	-0.0004
Si	3.8437	-0.0694	2.8055	-0.0002	-0.0002	0
Si	7.6637	-0.0937	2.7738	0.0002	-0.0009	0.0005
Si	1.9308	3.2706	2.7454	0.0002	0.0004	0.0005
Si	5.751	3.2761	2.8023	-0.0001	-0.0005	0
Si	9.5987	3.3094	2.7646	0.0005	0.0004	0.0001
Si	11.5675	6.6368	2.7582	-0.0003	-0.0001	0.001
Si	3.8682	6.6218	2.7422	0.0018	0.0003	0.0004
Si	7.7337	6.646	2.7716	0.0006	0.0003	0
Si	1.9238	9.9994	2.7534	0	0.0001	0.0001
Si	5.8194	10.0409	2.7745	0.0008	0	0.0003
Si	9.6746	9.9771	2.7524	-0.0004	-0.0005	-0.0001
Si	11.553	2.2035	3.4469	-0.0007	-0.0001	-0.0001
Si	3.818	2.1259	3.6555	0	0	-0.0001
Si	7.6769	2.1149	3.5592	-0.0003	0.0003	-0.0003
Si	1.9042	5.5018	3.4755	-0.0012	-0.0006	-0.0005
Si	5.8042	5.5252	3.5711	-0.0006	0.0004	-0.0007
Si	9.648	5.5234	3.6193	-0.0005	-0.0004	-0.0003
Si	11.6089	8.8667	3.5602	-0.0001	0	-0.0004
Si	3.8925	8.8695	3.435	-0.0005	-0.0001	-0.0003
Si	7.7378	8.8783	3.5563	0	-0.0001	0.0001
Si	1.865	12.2311	3.5515	-0.0003	0.0001	0
Si	5.7521	12.2186	3.7475	-0.0001	0.0002	-0.0001
Si	9.6165	12.1979	3.5157	0	0.0005	-0.0001
Si	11.4761	2.1632	5.7658	0.0004	0.0001	0
Si	3.7295	2.0312	6.0828	0.0002	0.0002	-0.0002
Si	7.604	1.9722	5.9324	0.0002	0	0
Si	1.877	5.4112	5.8117	0.0002	0.0001	0.0004
Si	5.8016	5.4692	5.9476	0.0001	-0.0001	-0.0001
Si	9.6215	5.4476	6.0244	0.0004	0.0002	-0.0002
Si	11.6358	8.7951	5.9367	-0.0003	-0.0001	-0.0002
Si	3.9129	8.7934	5.753	0	0.0002	-0.0001
Si	7.7699	8.8151	5.9308	-0.0002	0	-0.0003
Si	1.7822	12.1612	5.9248	0.0004	-0.0001	-0.0002
Si	5.7167	12.1242	6.2597	0.0004	-0.0003	-0.0005
Si	9.5815	12.1134	5.8689	0	-0.0002	-0.0002
Si	1.6302	0.977	6.7407	-0.0006	-0.0004	0.0002
Si	5.6678	0.9919	7.0307	-0.0012	-0.0003	0.0002
Si	9.6321	0.9405	6.5995	-0.0001	-0.0004	0.0003
Si	11.5743	4.3186	6.7322	0	-0.0006	0.0002
Si	3.8239	4.3245	6.5717	-0.0001	-0.0002	0
Si	7.6913	4.1826	6.6362	-0.0002	0.0002	-0.0001
Si	2.0275	7.6318	6.5214	0	0.0002	0
Si	5.8266	7.7386	6.7106	0.0003	0.0003	0
Si	9.714	7.7086	6.741	-0.0002	-0.0002	-0.0002
Si	11.4507	10.9938	6.7789	0.0002	0.0001	0.0003
Si	3.6547	10.9408	6.6623	-0.0004	0.0003	0.0003
Si	7.7539	10.9808	6.8709	-0.0001	0	-0.0001
O	9.896	7.9021	8.4027	-0.0001	0	0.0001
O	9.9002	0.8276	8.2492	-0.0001	0	-0.0004
O	1.0318	0.9232	8.3271	-0.0002	0	-0.0001
O	3.0931	10.5721	8.1821	0.0001	-0.0003	0.0003
O	5.8117	7.9047	8.376	-0.0002	-0.0001	0.0001
O	5.607	1.1891	8.7175	0.0003	0	-0.0003
O	3.7655	4.3323	8.2203	0.0003	0	-0.0003
O	7.6452	3.7381	8.262	0	0.0001	-0.0003
O	0.058	4.275	8.4054	0	0	-0.0004
O	11.1523	10.9522	8.4303	-0.0001	0	0.0002
O	8.1148	10.7823	8.5099	-0.0001	-0.0001	0.0001
O	2.3669	7.4987	8.1269	0.0001	-0.0001	0
O	11.4612	0.1886	21.2349	-0.0049	-0.0003	0.0034
O	9.7452	3.66	21.3716	0.0018	-0.0015	-0.0007
O	4.1567	7.5114	21.5879	0.0007	0.0027	0.0007
O	6.031	4.1932	21.4	0	0.0017	-0.0013
O	5.8249	9.67	21.7686	0.0028	0.0019	0.0025
O	2.1539	3.3588	21.208	-0.0022	0.0016	0
O	7.3399	13.407	21.5288	0.003	-0.0051	0.0003
O	4.0192	0.1422	21.3915	-0.0018	-0.0008	-0.004
O	7.7506	7.0497	21.6747	0.0011	0.0025	0.0035
O	2.1303	10.2381	21.5844	-0.0024	-0.0026	-0.0013
O	11.5604	6.9982	21.4114	-0.0007	-0.0007	-0.0028
O	9.9449	9.5264	21.9349	-0.0529	0.0086	-0.0205
Si	11.5715	6.4532	11.3003	-0.0001	-0.0002	0.0001
Si	1.5306	10.3844	16.2901	0.0002	-0.0007	0.0024
Si	0.2234	3.6914	9.9227	0	-0.0001	0.0003
Si	8.1141	12.815	20.2315	-0.0019	-0.0013	0.0004
Si	2.8422	10.4655	9.7754	-0.0001	0.0001	0.0002
Si	2.6485	10.4105	20.061	-0.0001	0.0018	-0.0002
Si	10.3627	3.7032	19.8611	0	-0.0006	-0.0004
Si	0.2417	12.8234	17.1033	0.0003	0.0006	-0.0005
Si	10.8233	0.6907	19.8046	0.0004	0.0002	-0.0006
Si	3.1457	7.7534	16.2385	-0.0003	-0.0002	0.0001
Si	0.3597	6.4787	19.9223	0.0004	0.0011	0.0017
Si	9.3794	2.543	14.3153	0.0004	-0.0002	-0.0002
Si	2.9056	2.5434	11.0564	-0.0003	0	0.0005
Si	5.1202	12.0057	15.3969	0	0.0002	0
Si	4.9938	8.663	20.7694	-0.0035	-0.0008	-0.0025
Si	3.6001	-0.3882	11.315	-0.0001	-0.0002	0.0002
Si	5.5754	8.9116	14.8124	-0.0001	-0.0001	-0.0006
Si	-0.1676	11.3166	10.0043	0	-0.0001	-0.0001
Si	9.4757	9.9836	20.4252	0.0303	-0.0144	0.0085
Si	3.5086	0.0535	19.846	0.0032	0.0004	-0.0003
Si	7.4613	4.7094	9.5497	0.0001	-0.0001	0.0006
Si	2.3532	12.365	14.1961	-0.0003	0.0002	-0.0002
Si	6.1779	0.6009	10.1592	0	-0.0001	0.0005
Si	2.8235	2.8991	19.7719	0.0007	0.0008	0
Si	5.7137	4.466	13.6883	0.0002	0.0001	-0.0001
Si	7.4834	0.2202	15.6228	-0.0008	-0.001	0.0018
Si	9.6177	11.3495	15.1974	-0.0001	0	0.0005
Si	1.9808	6.5639	13.5502	0.0001	-0.0004	0.0004
Si	2.8409	3.5331	14.026	-0.0008	0.0005	-0.0004
Si	11.7618	9.1769	18.5223	-0.0131	0.0135	0.0044
Si	11.2287	0.8766	9.2068	0.0002	-0.0001	0.0005
Si	9.1202	7.3304	9.7183	0	0	0.0004
Si	8.6699	8.5689	14.5805	0.0004	0.0006	0
Si	4.7699	7.1823	12.3673	0	0	0.0001
Si	2.9958	5.6281	18.762	0.0004	-0.0006	-0.0003
Si	2.533	7.4065	9.7237	-0.0001	0.0001	0.0004
Si	6.2602	8.434	9.8529	0	0.0001	0.0003
Si	4.3238	4.7621	9.6665	-0.0002	-0.0001	0.0002
Si	9.3575	10.4987	12.2773	0.0001	0	0
Si	6.0127	13.0003	18.0146	-0.0028	-0.0016	-0.0011
Si	8.01	4.9462	18.3975	-0.0005	-0.0008	0.0003
Si	8.3023	5.4304	15.2385	-0.0001	-0.0004	0
Si	7.3201	11.0836	9.9248	0.0001	-0.0001	0.0004
Si	5.4154	4.2131	19.8818	-0.0002	-0.0007	0.0011
Si	0.7761	1.5119	15.0592	-0.0001	-0.0002	0.0001
Si	7.5971	7.5407	20.1391	-0.0065	-0.0065	-0.0014
Si	7.6359	2.8076	11.8814	0	-0.0001	0.0002
O	3.45	6.085	10.1056	0	-0.0002	-0.0006
O	1.9413	2.6743	15.0962	0.0002	0.0002	-0.0006
O	-0.3629	12.9461	10.1769	-0.0002	-0.0001	-0.0003
O	8.4373	8.8934	19.8525	0.0287	0.0285	-0.0045
O	2.4709	1.3083	19.5052	0.0017	-0.0015	0.0009
O	8.1633	5.3752	16.8484	0	0.0003	-0.0004
O	2.797	11.9899	19.6668	0.0005	0.0004	0.0003
O	7.1514	8.7762	15.1348	-0.0006	-0.0001	-0.0001
O	1.2743	0.2007	14.2048	0	-0.0002	0
O	4.403	3.8332	14.4725	-0.0005	-0.0001	-0.0004
O	4.2391	3.4173	10.6268	-0.0002	-0.0002	-0.0002
O	10.9485	2.1036	14.5021	-0.0001	-0.0001	-0.0003
O	11.3712	4.8456	10.9946	0.0001	-0.0001	-0.0004
O	10.8371	12.0388	16.0509	-0.0004	-0.0005	-0.0009
O	8.9301	6.9211	14.7779	-0.0001	-0.0002	-0.0001
O	1.7761	3.3625	10.2419	-0.0006	-0.0003	0.0003
O	8.4559	5.9395	9.2221	-0.0004	0.0001	-0.0005
O	11.1494	2.2879	19.5657	-0.0001	-0.0004	-0.0004
O	5.4118	7.6138	10.947	-0.0001	-0.0001	-0.0002
O	11.4622	7.5845	18.8056	-0.0011	0.0056	-0.0036
O	7.8682	8.272	10.1568	0.0001	0	-0.0004
O	10.1286	7.1609	10.99	-0.0001	0	-0.0004
O	9.2097	4.1254	14.7731	-0.0002	0.0003	0
O	8.8957	11.466	20.6655	0.0006	-0.0036	0.0014
O	10.5727	10.5133	11.1608	-0.0003	-0.0002	0.0001
O	8.3544	12.2328	15.7348	-0.0016	0.0014	-0.001
O	4.4664	2.8897	19.8322	-0.0004	-0.0003	0.0001
O	4.759	0.235	18.8172	-0.0008	-0.0011	0.0023
O	10.6475	10.0761	19.3046	0.0083	-0.0211	0.0251
O	6.8656	0.6666	17.0876	0.0011	-0.001	-0.0026
O	0.5058	6.7517	12.8351	0.0001	-0.0001	0
O	1.0466	7.1389	10.3055	-0.0001	-0.0001	-0.0004
O	3.1334	7.1876	12.5591	-0.0002	-0.0002	-0.0002
O	4.0528	9.6086	19.8424	0.0035	-0.0015	0.0015
O	6.7815	5.2033	14.6748	0.0002	0	0.0001
O	0.5579	0.9407	16.5726	0.0001	-0.0002	-0.0002
O	1.5451	11.8144	17.1276	0.0001	-0.0017	-0.0007
O	5.3599	8.3385	13.3226	-0.0001	0.0003	0
O	2.9679	12.3847	12.684	-0.0002	0	-0.0001
O	6.4283	3.2235	12.9077	-0.0002	0.0001	0
O	2.7427	9.314	16.5806	-0.0037	0.0008	-0.0008
O	6.0488	7.8989	19.7873	0.001	-0.0001	0.0017
O	1.9804	6.374	19.7964	0.0004	-0.0002	-0.0003
O	1.5902	9.6296	19.1296	-0.0107	-0.0042	-0.0105
O	9.4867	9.7198	15.47	0.0003	-0.0003	-0.0001
O	3.0996	8.8912	10.2106	-0.0001	-0.0002	-0.0005
O	8.9757	9.0474	13.0135	0	-0.0001	-0.0005
O	2.1464	7.2914	15.0088	0.0004	-0.0005	-0.0003
O	9.1713	3.8697	18.7701	0.0007	-0.0004	0.0002
O	4.72	7.9319	15.817	-0.0002	0	-0.0001
O	7.2344	1.606	10.8704	0	0.0001	-0.0002
O	8.1672	6.3349	19.2284	0.0002	-0.0006	-0.0003
O	5.9028	5.1647	9.6349	0.0001	0	-0.0005
O	7.0621	-1.0184	19.0854	0.0023	0.0018	0.0026
O	11.0549	2.2531	10.096	0.0001	0	-0.0004
O	8.9678	2.4185	12.7374	-0.0001	-0.0001	-0.0001
O	9.7268	11.5073	13.5445	0	-0.0002	0
O	6.5991	4.2078	18.7648	0.0006	0	-0.0002
O	6.0364	10.0541	9.9699	-0.0001	-0.0001	-0.0004
O	1.3502	10.8386	10.2881	0.0001	0	-0.0004
O	5.1655	10.4944	14.7823	0.0002	-0.0003	0.0001
O	1.6543	10.9233	14.7017	0	0.0001	0.0002
O	11.3469	13.0804	18.6297	-0.0002	-0.0006	0.0004
O	5.4445	11.8516	16.9981	0.001	0.0019	0.0015
O	8.0903	10.9938	11.3677	0.0001	0	-0.0001
O	11.3319	5.0006	19.6641	0.0001	-0.0012	-0.0003
O	8.3685	1.4918	15.1014	-0.0003	-0.0001	0
O	2.457	4.0459	18.6164	-0.0002	0.0002	-0.0004
O	3.7478	11.6903	10.3683	-0.0001	-0.0001	-0.0004
O	9.1903	0.5539	19.7783	-0.0013	-0.0014	0.0002
O	2.792	2.6381	12.6713	0	0.0007	0.0003
O	3.6272	12.6297	15.1881	0.0004	0	0.0002
O	7.9877	4.0922	10.9488	-0.0002	0.0001	-0.0002
O	5.1048	0.26	11.3552	-0.0001	0	-0.0004
O	4.4598	5.4982	19.4877	-0.0002	-0.0001	-0.0005
O	6.1789	13.0997	14.735	0.0014	0.0003	0.0014
O	3.0565	6.5772	17.4035	0	0.0003	-0.0005
O	2.77	0.9289	10.7385	0.0001	-0.0001	-0.0003
O	0.237	9.5252	16.9089	0.0008	0.0013	0.0096
O	5.2349	5.6443	12.6639	0	0.0002	-0.0001
O	2.1294	4.9641	13.7697	0.0006	-0.0009	-0.0003
O	6.8892	12.6203	9.7298	0	0.0002	-0.0003

Results
free energy: -166684.010 eV
free energy less fixed offsets of O -568.88, P -755.39, Si -635.61 eV per atom: 3.700 eV

The program warned: the cutoff lies below the one the program advises for these potential files; the forces do not sum to zero within the program's tolerance; the exchange-correlation potential is rough where the density is thin.
